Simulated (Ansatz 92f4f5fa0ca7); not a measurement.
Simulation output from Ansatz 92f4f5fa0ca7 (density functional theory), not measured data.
Periodic cell of 297 atoms, Si195O102, from a study of silicon, its oxide and their interface. The atomic structure is a simulated model.
Doubt: the cutoff is far below the 930 eV that the study's wrapper takes by default for these files, so forces and energies are approximate.
This geometry differs little from another in the collection (a relaxation step or a small displacement).

Settings: functional PBE; potential files Ansatz PAW; basis plane waves; wave-function cutoff 580 eV; density cutoff ratio 5; exchange-correlation grid ratio 1; k mesh 1 x 1 x 1, Gamma-centred; self-consistency stop 5e-08 eV per atom in the density residual; occupations fixed; spin none; net charge 0.

Cell vectors (angstrom)
a 11.6015 0 0
b 0 10.938 0
c 0 0 41.2697

Atoms: element, x, y, z (angstrom)
Si 0 0 0.9665
Si 3.8672 0 0.9665
Si 7.7343 0 0.9665
Si 1.9336 1.3673 0.9665
Si 5.8008 1.3673 0.9665
Si 9.6679 1.3673 0.9665
Si 0 5.469 0.9665
Si 3.8672 5.469 0.9665
Si 7.7343 5.469 0.9665
Si 1.9336 6.8362 0.9665
Si 5.8008 6.8362 0.9665
Si 9.6679 6.8362 0.9665
Si 1.9336 2.7345 40.3027
Si 5.8008 2.7345 40.3027
Si 9.6679 2.7345 40.3027
Si 0 4.1018 40.3027
Si 3.8672 4.1018 40.3027
Si 7.7343 4.1018 40.3027
Si 1.9336 8.2035 40.3027
Si 5.8008 8.2035 40.3027
Si 9.6679 8.2035 40.3027
Si 0 9.5708 40.3027
Si 3.8672 9.5708 40.3027
Si 7.7343 9.5708 40.3027
Si 0 0 4.8337
Si 3.8672 0 4.8337
Si 7.7343 0 4.8337
Si 1.9336 1.3673 4.8337
Si 5.8008 1.3673 4.8337
Si 9.6679 1.3673 4.8337
Si 0 5.469 4.8337
Si 3.8672 5.469 4.8337
Si 7.7343 5.469 4.8337
Si 1.9336 6.8362 4.8337
Si 5.8008 6.8362 4.8337
Si 9.6679 6.8362 4.8337
Si 1.9336 2.7345 2.9001
Si 5.8008 2.7345 2.9001
Si 9.6679 2.7345 2.9001
Si 0 4.1018 2.9001
Si 3.8672 4.1018 2.9001
Si 7.7343 4.1018 2.9001
Si 1.9336 8.2035 2.9001
Si 5.8008 8.2035 2.9001
Si 9.6679 8.2035 2.9001
Si 0 9.5708 2.9001
Si 3.8672 9.5708 2.9001
Si 7.7343 9.5708 2.9001
Si -3.6488 -2.1885 22.9161
Si -0.3448 3.8715 32.8034
Si 3.2904 5.2465 24.6452
Si -2.6785 3.5241 33.2047
Si 2.0447 -3.9534 32.0076
Si 12.0386 0.5994 30.9457
Si 3.3992 3.1518 22.1525
Si 0.8647 5.0806 31.0888
Si 5.8534 6.4095 26.2325
Si -2.4412 10.8904 30.0406
Si 4.7221 9.7159 32.2976
Si 10.3498 8.8875 33.1384
Si -3.2986 5.508 29.2538
Si 10.6364 2.6274 24.0963
Si 11.2168 6.7825 29.827
Si 0.2866 8.4471 31.4295
Si 7.5011 8.2336 25.8195
Si 12.2093 1.5984 33.0614
Si 6.1968 6.5408 31.1662
Si 4.8713 12.8191 31.3502
Si 8.4119 9.8612 32.2651
Si -4.2521 14.6434 31.4621
Si 4.0899 7.6917 30.9457
Si 7.7033 12.2234 27.7353
Si -0.527 -0.0684 34.3657
Si 3.9588 -0.2401 34.4224
Si 7.6362 0.1281 34.3024
Si 2.5563 1.6669 34.299
Si 5.6605 1.4109 34.561
Si 9.3614 1.5866 34.6139
Si 0.1769 5.3882 34.5647
Si 4.2184 5.2146 34.3907
Si 8.1538 5.4223 34.5281
Si 2.2163 6.5525 34.3324
Si 6.1466 6.7284 34.4234
Si 9.9881 6.961 34.5903
Si 2.0816 2.7102 36.4118
Si 5.904 2.7319 36.4964
Si 9.7445 2.7935 36.555
Si 0.1231 4.0634 36.4801
Si 4.0025 4.1073 36.4805
Si 7.8459 4.1356 36.4892
Si 1.996 8.1063 36.2839
Si 5.9064 8.1244 36.3797
Si 9.7467 8.2903 36.4921
Si 0.0856 9.656 36.371
Si 3.9237 9.4526 36.4101
Si 7.7605 9.6183 36.3138
Si 0 0 38.3691
Si 3.8672 0 38.3691
Si 7.7343 0 38.3691
Si 1.9336 1.3673 38.3691
Si 5.8008 1.3673 38.3691
Si 9.6679 1.3673 38.3691
Si 0 5.469 38.3691
Si 3.8672 5.469 38.3691
Si 7.7343 5.469 38.3691
Si 1.9336 6.8362 38.3691
Si 5.8008 6.8362 38.3691
Si 9.6679 6.8362 38.3691
Si 1.8359 2.6229 6.8559
Si 5.7359 2.6847 6.8416
Si 9.5948 2.783 6.704
Si -0.0598 4.0701 6.6815
Si 3.791 4.0173 6.7461
Si 7.6372 4.113 6.7986
Si 1.8722 8.1294 6.8567
Si 5.745 8.2967 6.7046
Si 9.5732 8.2681 6.7093
Si -0.0485 9.5192 6.7818
Si 3.7864 9.5781 6.8015
Si 7.6904 9.7144 6.7834
Si -0.2026 -0.1582 8.7693
Si 3.8257 -0.0863 8.8442
Si 7.7553 0.2042 8.7382
Si 1.8047 1.1432 8.8307
Si 5.7236 1.43 8.9292
Si 9.7916 1.5432 8.6671
Si 0.0939 5.1042 8.7411
Si 3.7847 5.3778 8.6453
Si 7.4326 5.5721 8.67
Si 1.8938 6.6592 8.7911
Si 5.5684 6.9168 8.5777
Si 8.8821 7.3967 8.7566
Si 0.1707 -1.9096 14.7272
Si 10.978 3.2113 10.0556
Si 6.1809 2.1371 13.0524
Si -1.4164 6.9376 13.5052
Si 7.5141 1.2255 16.5943
Si 2.1633 7.6214 10.9933
Si 2.2563 3.6347 17.1894
Si 3.5069 4.0503 10.6054
Si 11.4111 7.7739 11.5549
Si -3.9436 10.6954 13.8667
Si 1.1792 4.1397 14.178
Si 3.2321 5.7713 12.1852
Si -1.0165 -0.0086 12.7875
Si 3.8377 -1.46 10.8196
Si 5.8292 -2.7496 10.5542
Si 1.5941 2.5618 10.6972
Si 7.174 4.7638 10.8927
Si 10.333 -1.1903 10.7439
Si -3.2014 3.6184 14.9681
Si 9.5293 4.483 11.4584
Si 5.3521 7.4343 16.1321
Si -1.2769 4.5853 13.7123
Si 10.3251 6.2962 10.1467
Si 5.9755 5.4262 18.5202
O 17.9761 8.3377 22.7343
O -7.7547 -7.3424 16.7433
O 13.8593 27.0861 13.4661
O 40.2639 19.8553 16.7822
O 15.6586 32.2262 26.3037
O -9.9082 2.1518 17.6536
O 8.7712 30.4723 26.8349
O 16.0138 13.4236 18.9341
O -21.5342 -11.6715 21.9602
O 10.439 -10.1043 30.5942
O -7.6713 -10.1606 24.1254
O -28.4774 15.9328 31.7846
O -15.5826 -16.3449 18.5297
O -17.0372 0.7834 27.4275
O 4.7081 16.9634 25.0639
O 19.9092 -11.521 22.9585
O 5.1949 10.5126 22.1549
O 12.9629 -20.5142 29.8322
O -30.0575 10.9137 18.2447
O -1.7123 4.2015 17.7952
O 22.8638 9.8361 23.656
O 10.9624 -7.4428 22.7033
O -4.5801 -4.4722 29.7084
O -21.0202 -8.9276 22.1489
Si 0.673 -9.854 18.3956
Si 2.0449 -10.2593 21.171
Si 12.449 9.7999 17.4229
Si 22.6629 4.4592 21.3662
Si 21.6818 -3.4567 20.888
Si 2.3803 2.6185 29.6413
Si 5.1462 11.8929 23.0586
Si 19.4165 12.3588 20.2153
Si 2.3151 -5.8987 20.0839
Si 5.5198 21.2166 27.0008
Si 14.5529 8.8564 15.4907
Si -9.6682 4.2212 27.1369
Si -10.9836 -1.8814 22.5772
Si 18.2606 8.3213 32.6088
Si -7.2761 8.0374 28.5569
Si -25.9808 5.3808 17.4241
Si 15.9683 7.327 20.4129
Si -8.2063 -0.6028 24.821
Si 10.8937 4.4476 25.5497
Si -3.497 4.4826 27.147
Si 0.1924 -0.2131 24.9377
Si -17.8443 -1.5199 18.3086
Si -6.737 8.9109 22.4834
Si -10.2553 6.6557 24.5638
Si -1.4371 -2.9179 18.4648
Si -21.5672 -3.7469 27.5735
Si 7.033 7.6165 13.5963
Si 28.8229 13.8815 10.8587
Si 9.8951 -7.9742 18.8374
Si 1.2298 2.0593 12.9808
Si 4.7152 11.9523 19.4944
Si 15.3186 0.2903 13.5902
Si 16.7608 3.2755 17.7138
Si -2.0006 9.9864 27.1708
Si 8.0847 1.0263 23.1664
Si -5.88 -15.488 12.084
Si 8.0544 9.2009 10.0482
Si -7.3107 13.9116 33.36
Si -15.0385 10.3885 18.3298
O -0.6204 -0.7229 26.2844
O -16.9752 -20.765 20.1097
O 4.4328 -24.3087 19.2766
O -39.5128 -23.3519 18.8359
O 2.3896 -7.9588 28.0584
O -0.9642 -3.0706 14.8044
O -16.704 31.4205 25.9033
O 1.2992 -3.1774 23.3424
O -19.4593 -0.8467 14.761
O 2.875 4.1695 25.817
O 24.5701 7.4727 25.9931
O -20.3012 6.5686 20.2861
O -7.6878 -1.887 23.8717
O 15.502 10.5163 12.1265
O 34.9406 -13.3515 18.2305
O 8.1736 1.8063 21.7338
O 8.674 -10.8252 19.7524
O -22.8693 4.1014 26.7839
O 11.6198 -22.8 16.0158
O -25.624 -9.0994 24.0538
O -2.1856 -6.1132 26.193
O -2.9637 2.2784 15.9379
O 32.4904 21.6285 13.779
O 2.3906 -34.4204 16.9819
O 6.9619 9.2684 13.5018
O -7.7071 13.1498 30.0714
O 3.8784 -14.3754 15.437
O -5.3608 -8.7008 16.9977
O 3.4098 15.2155 23.3279
O 28.1583 -10.7119 31.4648
O -2.8862 0.3857 26.8123
O 30.3958 -21.0074 12.7571
O 0.2451 18.2918 28.3995
O -0.0203 5.6863 24.6558
O 48.4756 37.4827 18.4887
O 18.1856 1.2055 23.7968
O 15.0892 -21.3736 20.4281
O 19.9076 26.0387 30.2064
O -6.5889 -4.0759 27.5916
O 9.6557 -4.5504 29.5045
O 9.3073 9.3183 17.8943
O -12.4614 -9.2434 18.2384
O 5.272 9.3779 28.3535
O -14.9138 -13.7696 24.3792
O 13.0389 -6.8268 15.8289
O -4.4544 22.0679 15.3608
O -21.3019 3.9443 30.4558
O -6.1281 28.027 19.9417
O 14.3768 8.2538 28.0463
O -41.55 -9.4731 13.8126
O -18.3953 -8.6235 22.2132
O -12.6198 14.3882 20.2043
O 6.7159 15.9603 26.4447
O 13.3931 10.3935 25.0725
O 13.2475 19.2807 14.6632
O 0.9783 4.9318 21.0084
O -3.5201 44.7128 29.3076
O 3.3609 14.9266 20.759
O 0.05 1.3875 24.5526
O -9.3463 1.0015 13.7092
O 20.3677 51.7947 21.6987
O -35.0481 8.4137 21.3598
O 23.3404 -1.0153 13.3821
O 7.0427 -7.6979 14.017
O -6.2333 28.177 17.2762
O -10.6704 -9.9601 20.0224
O -0.3528 1.4922 13.017
O 6.5938 -14.6718 15.1254
O 0.7942 42.7489 30.8449
O 19.7421 4.9208 15.9909
O -12.989 -5.0586 21.351
O 31.7818 18.1685 13.2561
O -3.6928 2.8578 27.3649
O 6.3905 13.3838 31.0238
O 2.1805 16.6051 27.8701
O -1.806 9.9381 28.8173
O -36.7043 -4.1741 17.4855
O 8.3207 -8.3411 19.1838

Results
free energy: -181956.682 eV
free energy less fixed offsets of O -568.88, Si -635.61 eV per atom: 13.028 eV

Forces (eV/angstrom), in the order of the atoms: element, x, y, z
Si -0.0146 0.0648 0.0054
Si 0.0064 0.0738 0.0011
Si 0.0184 0.0625 -0.0259
Si 0.0056 -0.0875 0.013
Si -0.0106 -0.0344 0.0283
Si -0.0045 0.0261 0.005
Si -0.0122 -0.0257 0.0051
Si 0.0109 0.0334 -0.0089
Si -0.0066 0.0292 0.0066
Si -0.0002 -0.1264 -0.016
Si -0.011 -0.0147 -0.0156
Si 0.0244 -0.0112 0.0159
Si 0.0593 0.1158 -0.0443
Si -0.004 0.0043 0.0416
Si 0.0278 -0.0461 0.0757
Si -0.0268 0.0232 0.0139
Si 0.0104 -0.023 0.0264
Si 0.0502 -0.0263 0.0063
Si 0.0193 0.1693 -0.0629
Si 0.0282 0.051 -0.036
Si 0.0189 -0.0477 0.0668
Si 0.0281 -0.0706 -0.033
Si 0.069 -0.062 0.0027
Si 0.0363 -0.1443 -0.0819
Si 0.0544 -0.0601 0.2391
Si -0.225 0.0582 0.1829
Si -0.1098 0.3544 -0.4992
Si -0.0339 -0.1475 0.1283
Si 0.0379 -0.098 0.2863
Si -0.1843 -0.0457 -0.2064
Si 0.1353 0.1936 -0.3569
Si -0.144 -0.1805 0.1274
Si -0.141 -0.0041 0.1369
Si -0.0163 -0.0421 0.2511
Si 0.0615 0.1521 -0.0684
Si -0.1833 -0.1094 0.0558
Si -0.0509 0.1434 0.0883
Si -0.076 0.1034 0.0628
Si 0.0278 -0.0163 -0.0102
Si -0.0303 0.0485 -0.0812
Si 0.0237 0.0108 -0.0636
Si -0.0181 -0.0706 0.0377
Si 0.0092 0.1336 0.0503
Si -0.0323 -0.0467 -0.0695
Si -0.0244 0.0137 -0.0398
Si -0.0455 -0.0842 0.0287
Si -0.0042 -0.0905 0.0214
Si -0.0224 -0.0555 0.0312
Si 0.0023 -0.0053 -0.0097
Si 0.0225 -0.0109 -0.0166
Si 0.0078 -0.0022 -0.0112
Si 0.0007 0.0185 0.0021
Si 0.0257 0.0182 -0.0497
Si 0.065 -0.039 0.0607
Si -0.0074 0.006 -0.0102
Si -0.0237 0.0209 -0.0123
Si -0.0287 0.0141 0.0214
Si 0.0052 -0.0196 -0.0066
Si -0.0093 -0.0304 0.0151
Si 0.0002 0.015 -0.0153
Si -0.032 0.0431 0.0479
Si 0.0155 0.0129 -0.0244
Si 0.0605 0.0035 0.0766
Si -0.0651 0.0122 0.0007
Si -0.0126 -0.0164 -0.0023
Si 0.0256 -0.0146 -0.0124
Si -0.0337 0.1461 -0.2195
Si -0.0139 0.0007 0.0087
Si -0.0095 0.0124 0.0252
Si -0.033 -0.0026 -0.0211
Si -0.1403 0.0686 0.061
Si -0.005 0.0259 -0.0154
Si 0.0207 -0.0046 0.0251
Si 0.0137 -0.009 0.0112
Si 0.0145 0.0463 -0.0245
Si 0.0101 0.0245 -0.0407
Si 0.0239 -0.0166 0.0052
Si -0.0548 -0.0311 -0.001
Si 0.0068 0.0086 0.0038
Si -0.0179 -0.018 -0.0083
Si 0.0146 -0.0085 0.0058
Si -0.0167 -0.0033 0.0163
Si 0.0082 0.0954 0.0874
Si -0.018 -0.0251 0.006
Si -0.0043 0.0099 -0.0011
Si -0.0046 -0.0025 -0.0098
Si 0.0083 -0.0023 -0.0098
Si 0.0041 -0.0093 -0.002
Si 0.0026 0.0031 0.0031
Si -0.012 -0.0004 -0.0219
Si -0.0003 0.0159 -0.0035
Si 0.0076 -0.05 -0.0401
Si 0.0014 0.0054 -0.0065
Si -0.0045 0.0025 -0.0208
Si -0.0062 0.0016 -0.0101
Si -0.0049 -0.0178 0.0055
Si 0.2281 0.0792 -0.0811
Si 0.0219 -0.249 -0.402
Si -0.0732 -0.0159 -0.4521
Si 0.1244 -0.1297 -0.1263
Si 0.2422 -0.1598 0.3624
Si 0.0351 -0.2661 0.3874
Si 0.2329 -0.0317 0.1703
Si 0.0984 0.2624 0.1393
Si -0.1092 0.2556 0.4445
Si -0.1286 -0.0144 -0.4701
Si 0.1461 -0.0183 0.0173
Si -0.006 0.1398 0.0565
Si 0.0036 -0.0033 -0.0066
Si -0.0077 0.0037 -0.0074
Si 0.006 -0.0065 0.007
Si 0.0003 -0.0078 -0.0151
Si 0.0024 -0.0139 -0.0133
Si 0.0039 -0.0066 -0.0064
Si 0.0009 0.0172 -0.003
Si -0.0114 -0.0096 0.0136
Si 0.0035 0.0119 -0.0008
Si 0.0003 -0.0052 0.0119
Si 0.0131 -0.0136 0.0014
Si -0.0048 -0.0124 -0.0004
Si 0.0042 -0.0008 -0.0082
Si -0.0139 0.011 -0.0042
Si -0.0107 0.0047 0.006
Si 0.0146 0.0088 0.0022
Si 0.0064 -0.0043 0.0078
Si 0.0135 0.0214 0.0232
Si 0.001 0.013 0.0275
Si -0.0063 0.0395 0.0122
Si -0.0227 0.0153 0.002
Si 0.035 -0.012 -0.0062
Si -0.0014 0.013 0.0183
Si 0.0078 -0.008 0.0159
Si -0.0112 -0.0199 0.0003
Si 0.0003 -0.0478 -0.0108
Si -0.0224 0.0117 -0.0148
Si 0.007 -0.0726 0.0189
Si 0.0139 -0.0218 -0.0032
Si -0.005 0.0138 -0.0019
Si -0.0498 0.0279 -0.0467
Si 0.0277 -0.0175 -0.0079
Si -0.0003 -0.0189 -0.0352
Si 0.0001 -0.012 -0.0096
Si -0.1222 -0.0875 -0.1267
Si -0.0094 -0.0018 0.0342
Si 0.002 0.0136 -0.0069
Si -0.0104 -0.0171 -0.0199
Si -0.0081 -0.0282 -0.0561
Si -0.0414 0.0085 -0.0049
Si 0.0109 -0.0097 -0.0112
Si -0.0082 0.0125 -0.0038
Si 0.0209 0.0278 -0.0302
Si -0.0106 -0.0139 0.015
Si -0.0086 -0.0006 -0.0186
Si 0.0336 0.0459 0.0314
Si 0.0102 0.0212 -0.0076
Si 0.0141 0.0008 -0.0072
O -0.0072 0.0029 0.0014
O 0.0327 -0.0019 0.0117
O 0.0352 0.0393 -0.0098
O 0.0015 0.0222 0.0149
O -0.007 0.0052 -0.0058
O 0.0011 -0.0094 0.0037
O 0.0036 0.0142 -0.0015
O 0.0014 0.0144 -0.0117
O -0.0007 -0.0007 -0.0032
O -0.1106 0.0161 -0.0111
O 0.0012 -0.0033 -0.0042
O -0.0082 0.0187 -0.0306
O -0.025 -0.0068 0.0005
O -0.0002 -0.0048 -0.0025
O -0.0132 -0.0057 -0.0134
O -0.0042 0.0046 -0.0031
O -0.0035 0.0019 -0.0015
O 0.0006 0.0089 -0.0529
O 0.0015 0.0024 -0.0022
O -0.0094 -0.0019 0.0025
O 0.0042 0.0061 0.0105
O -0.0049 -0.0078 0.0135
O 0.0919 -0.0815 0.0033
O 0.0018 -0.0001 -0.002
Si 0.0064 0.001 0.0067
Si -0.0058 -0.001 0.0037
Si -0.0038 -0.0065 -0.004
Si 0.0072 -0.003 -0.0035
Si 0.0064 0.0028 -0.0019
Si 0.0004 0.0364 0.0189
Si -0.0007 0.0111 -0.0046
Si 0.0071 0.0068 -0.0105
Si -0.0078 -0.0077 -0.0002
Si 0.0053 -0.0084 0.012
Si -0.0029 -0.0054 -0.0041
Si 0.0077 -0.0123 0.0282
Si -0.0007 0.0014 -0.022
Si -0.0558 -0.1116 -0.0278
Si 0.1478 -0.1369 0.127
Si 0.032 0.0032 -0.0125
Si -0.0102 0.0145 0.0023
Si -0.0037 -0.008 -0.0078
Si -0.0106 0.0065 -0.0215
Si -0.0189 -0.022 -0.0083
Si -0.0115 0.0025 -0.0064
Si 0.0015 0.0001 -0.0039
Si 0.0119 -0.0147 -0.0028
Si -0.0029 0.001 -0.0065
Si 0.0076 -0.0119 -0.0149
Si 0.002 -0.0101 0.0201
Si -0.0202 -0.0117 -0.0368
Si -0.0034 -0.0124 0.0055
Si 0.0024 0.0039 -0.0049
Si 0.0502 0.0691 0.0023
Si -0.0031 -0.0064 0.0047
Si -0.0308 0.0141 -0.0125
Si -0.02 -0.0076 -0.0065
Si 0.0126 -0.011 -0.0051
Si 0.0089 0.0022 0.0017
Si 0.0118 0.0281 0.0209
Si 0.0132 -0.0023 -0.0186
Si -0.0311 -0.0115 0.0125
Si 0.0002 0.0118 -0.0124
O 0 0.0048 -0.0018
O -0.0048 -0.0005 -0.0025
O -0.0023 -0.0124 0.0017
O -0.0072 -0.0029 0.0019
O -0.0116 0.0155 -0.0437
O 0.0028 0.0205 0.0064
O -0.0041 -0.0035 0.0017
O 0.0032 -0.0057 0.0011
O 0.0021 -0.009 0.0022
O 0.0035 -0.0027 -0.0159
O 0.006 -0.0085 0.0024
O 0.0143 0.0128 -0.0013
O -0.0081 0.0058 0.0019
O -0.0079 0.0212 0.0311
O -0.007 -0.0016 0.0075
O -0.0045 -0.0028 -0.002
O -0.0029 0.0042 -0.004
O -0.0104 -0.0038 0.0024
O 0.0029 0.0106 0.0076
O -0.0069 0.0008 0.003
O -0.0018 -0.0026 0.0055
O -0.007 -0.0205 0.0135
O 0.0115 0.0012 0.0045
O -0.0073 0.0094 0.0078
O -0.0036 -0.0031 0.0076
O 0.0325 -0.0168 -0.0073
O 0.004 -0.0075 -0.0046
O -0.0046 0.0142 0.0022
O -0.006 0.0161 0.0167
O 0.0069 0.0092 -0.013
O -0.0031 -0.0031 0.0142
O 0.004 0.0087 -0.0007
O 0.0231 -0.0004 -0.0293
O -0.0009 -0.0092 0.0106
O 0.0075 -0.0055 0.0012
O -0.0071 0.0025 -0.0044
O 0.0006 0.0013 -0.0059
O -0.0092 0.0006 0.007
O 0.0219 0.0118 -0.0817
O -0.0263 -0.0206 -0.0151
O -0.0039 0.0083 -0.0019
O -0.0034 -0.0011 -0.0053
O -0.0267 0.0049 -0.0206
O -0.0085 0.0029 -0.0013
O 0.0616 -0.0111 0.1415
O -0.0024 0.0175 0.0123
O 0.0175 -0.0202 -0.0049
O 0.0001 -0.0049 0.0005
O 0.0054 -0.0041 0.0207
O 0.014 0.0009 -0.0136
O 0.0012 -0.0063 0.0079
O -0.0029 0.0032 -0.0002
O 0.0151 0.0045 -0.0019
O 0.0019 0.0005 -0.0027
O 0.0015 0.0049 0.0008
O -0.0051 0.003 -0.0006
O 0.0042 -0.0029 -0.0017
O 0.0004 0.0016 -0.0005
O 0.0005 -0.0047 0.0023
O 0.0357 -0.0351 -0.0102
O -0.0014 -0.0015 0.0006
O -0.0021 -0.0019 -0.0014
O -0.0041 0.0183 -0.0114
O -0.007 -0.0123 0.02
O 0.0002 -0.0144 0.0092
O 0.0011 -0.0038 -0.0144
O -0.0118 -0.0421 -0.0054
O 0.0157 -0.0017 0.0374
O 0.0428 0.0114 0.0024
O -0.0155 0.0035 0.0164
O -0.0005 0.0075 -0.0077
O -0.0219 0.0228 0.0046
O -0.0003 0.0094 0.0031
O 0.0266 0.0351 -0.0031
O -0.0105 0.0303 -0.0158
O -0.0088 0.0126 -0.0072
O -0.0048 0.0045 0.0169
O -0.0072 -0.0005 -0.0001

The program warned: the cutoff lies below the one the program advises for these potential files; the forces do not sum to zero within the program's tolerance; the exchange-correlation potential is rough where the density is thin.
